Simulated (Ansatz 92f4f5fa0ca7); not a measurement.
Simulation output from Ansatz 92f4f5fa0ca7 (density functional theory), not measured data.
Periodic cell of 442 atoms, Si288O154, from a study of silicon, its oxide and their interface. The atomic structure is a simulated model.
Doubt: the cutoff is far below the 930 eV that the study's wrapper takes by default for these files, so forces and energies are approximate.
This geometry differs little from another in the collection (a relaxation step or a small displacement).

Settings
functional: PBE
potential files: Ansatz PAW
basis: plane waves
wave-function cutoff: 580 eV
density cutoff ratio: 5
exchange-correlation grid ratio: 1
k mesh: 1 x 1 x 1, Gamma-centred
self-consistency stop: 5e-08 eV per atom in the density residual
occupations: fixed
spin: none
net charge: 0

Cell vectors (angstrom)
a	15.4687	0	0
b	0	15.4687	0
c	-6.1556	-0.6859	33.4727

Atoms and the computed forces on them: element, x, y, z (angstrom), force x, y, z (eV/angstrom)
Si	-6.19	-1	24.536	-0.004	0.045	0.008
Si	-6.093	3.551	24.731	-0.003	-0.031	0.014
Si	-6.105	6.675	24.621	-0.005	0.025	0.024
Si	-6.117	-4.128	24.72	-0.01	-0.036	0.023
Si	-2.286	-1.269	24.712	0.003	-0.012	0.033
Si	-2.154	3.418	24.713	0.003	-0.023	0.011
Si	-2.276	6.569	24.593	0.005	0.031	0.009
Si	-2.432	-3.767	24.472	-0.01	0.016	0.009
Si	1.494	-0.353	24.693	0.005	-0.036	0.001
Si	1.585	2.818	24.623	0.008	0.035	0.008
Si	1.522	7.41	24.692	-0.004	-0.03	0.018
Si	1.657	-4.896	24.661	-0.003	0.042	0.016
Si	-10.091	-1.061	24.669	-0.009	0.036	-0.008
Si	-9.867	3.479	24.596	0.002	-0.045	0.021
Si	-10.09	6.635	24.595	-0.003	0.03	0.026
Si	-10.148	-4.21	24.652	0.002	-0.033	0.012
Si	-4.251	-0.709	25.911	-0.006	-0.004	0.003
Si	-4.142	3.216	25.987	-0.002	0.001	0.004
Si	-4.185	6.991	25.941	-0.002	0.008	0
Si	-4.168	-4.406	25.985	-0.011	0.001	0.003
Si	-0.41	-0.706	26.036	0.01	-0.01	0.007
Si	-0.266	3.187	26.055	-0.006	0	0
Si	-0.405	7.07	25.974	0	0	-0.002
Si	-0.447	-4.489	25.729	0.029	-0.001	0.012
Si	3.453	-0.718	25.983	-0.005	0.002	0.003
Si	3.588	3.121	25.855	-0.006	0.001	-0.004
Si	3.486	6.989	25.958	0.005	-0.001	-0.004
Si	3.493	-4.589	26.087	0.001	0.006	-0.006
Si	-8.107	-0.713	25.914	0.001	0.005	0.012
Si	-8.029	3.255	26.033	0.001	-0.01	0.001
Si	-8.103	7.028	25.867	-0.001	-0.002	0.001
Si	-8.133	-4.506	25.902	0.003	-0.003	0.003
Si	-4.221	1.242	27.277	0.006	0.001	0.009
Si	-4.184	5.123	27.391	-0.001	0.002	0.015
Si	-4.19	9.01	27.227	0.001	-0.005	-0.002
Si	-4.244	-2.554	27.409	0.009	-0.002	0.013
Si	-0.398	1.242	27.379	-0.012	-0.001	0.01
Si	-0.295	5.147	27.367	0.005	0.005	0.01
Si	-0.443	9.063	27.234	-0.009	-0.005	0.008
Si	-0.333	-2.672	27.309	-0.007	0.001	0.003
Si	3.549	1.235	27.307	0.006	0	0.014
Si	3.489	5.044	27.292	-0.003	0.002	0.008
Si	3.559	8.914	27.361	0.006	-0.004	0.012
Si	3.446	-2.627	27.385	-0.009	-0.001	0.013
Si	-8.086	1.243	27.279	0.001	0.003	0.004
Si	-8.078	5.176	27.374	-0.001	0.004	0.013
Si	-8.094	8.986	27.229	0.001	0.001	0.006
Si	-8.109	-2.615	27.339	-0.002	0.006	0.016
Si	-6.156	1.243	28.655	-0.004	-0.005	0
Si	-6.141	5.132	28.724	0.003	-0.002	0.006
Si	-6.145	8.991	28.605	-0.003	0.003	0
Si	-6.188	-2.614	28.728	0	-0.004	0.007
Si	-2.326	1.255	28.714	0.006	0.004	0.004
Si	-2.247	5.131	28.718	0.003	-0.001	0.007
Si	-2.309	9.015	28.673	0.003	0.005	0.008
Si	-2.271	-2.6	28.695	0	0.004	-0.006
Si	1.59	1.234	28.674	0.003	-0.003	0
Si	1.611	5.102	28.723	-0.006	-0.003	0.009
Si	1.542	8.979	28.623	0.004	0.003	-0.002
Si	1.544	-2.65	28.74	0.004	-0.003	0.005
Si	-10.003	1.243	28.683	0	0.002	0.006
Si	-10.04	5.115	28.679	-0.001	0.002	0.005
Si	5.49	8.963	28.695	-0.006	-0.003	0.003
Si	-10.045	-2.613	28.695	-0.002	0.004	0.006
Si	-6.16	-0.672	30.061	0.001	-0.002	0.002
Si	-6.157	3.174	30.05	0.001	0.009	0.001
Si	-6.148	7.081	30.045	0.005	-0.007	0.001
Si	-6.157	-4.571	30.043	-0.002	0.006	0.002
Si	-2.283	-0.68	30.068	0	-0.003	0
Si	-2.291	3.193	30.068	-0.002	0	-0.001
Si	-2.282	7.075	30.055	-0.002	-0.006	0
Si	-2.296	-4.535	30.057	-0.003	-0.001	0
Si	1.574	-0.69	30.06	-0.001	-0.003	0
Si	1.578	3.161	30.062	-0.002	0.007	0
Si	1.577	7.061	30.044	-0.001	-0.006	0
Si	1.576	-4.591	30.059	0.001	0.007	0.001
Si	-10.022	-0.684	30.059	0	-0.003	0.001
Si	-10.02	3.182	30.049	0.001	0	0.001
Si	5.447	7.037	30.062	0.002	0	0
Si	-10.02	-4.557	30.051	0	0.001	0.002
Si	1.928	-0.005	3.416	-0.002	-0.006	0.002
Si	1.938	3.838	3.413	0	0.003	0.005
Si	1.941	7.738	3.401	0.002	-0.001	0.007
Si	1.944	-3.855	3.423	0	-0.002	0.001
Si	5.8	0.025	3.423	0.001	-0.001	0
Si	5.795	3.826	3.418	-0.001	0.007	0.001
Si	5.795	7.754	3.405	-0.001	-0.003	0.004
Si	5.8	-3.87	3.414	0	0.006	0.003
Si	9.669	0.014	3.419	0.001	-0.004	0.004
Si	9.663	3.858	3.424	0	0.003	0.005
Si	9.661	7.74	3.401	-0.003	0	0.009
Si	9.657	-3.852	3.436	0.001	-0.002	0.004
Si	-1.931	0.036	3.425	-0.001	-0.01	-0.001
Si	-1.928	3.809	3.419	0.001	0.009	-0.001
Si	-1.927	7.732	3.401	0.004	-0.003	0.002
Si	-1.935	-3.875	3.403	0	0.003	0.001
Si	1.878	1.909	4.804	0.004	0.002	0.004
Si	1.988	5.789	4.726	-0.006	-0.004	0
Si	1.941	9.666	4.769	0.005	0.002	-0.001
Si	1.986	-1.918	4.797	-0.003	0.006	0.007
Si	5.782	1.924	4.861	0	0.001	0.018
Si	5.781	5.791	4.7	-0.002	-0.003	-0.005
Si	5.799	9.676	4.797	-0.002	-0.002	0.007
Si	5.797	-1.919	4.745	0.002	-0.004	-0.006
Si	9.719	1.929	4.816	-0.003	0.003	-0.001
Si	9.618	5.812	4.75	0.005	-0.004	0.001
Si	9.658	9.657	4.78	-0.002	-0.002	-0.005
Si	9.608	-1.896	4.798	0.001	0.003	0.003
Si	-1.932	1.92	4.896	-0.001	-0.002	0.007
Si	-1.906	5.764	4.698	0	0	0.004
Si	-1.928	9.662	4.774	-0.002	0	0.002
Si	-1.936	-1.92	4.717	-0.003	-0.001	0.003
Si	0.008	1.884	6.299	0	0.007	-0.007
Si	0.053	5.726	6.022	-0.003	-0.007	-0.006
Si	0.011	9.632	6.132	0.005	-0.011	-0.002
Si	0.001	-1.96	6.059	0.009	0.003	-0.02
Si	3.766	1.884	6.194	-0.002	0.005	-0.01
Si	3.91	5.788	6.107	0.012	0.003	-0.008
Si	3.855	9.698	6.153	-0.005	-0.003	0
Si	3.948	-1.866	6.186	0	0.001	-0.001
Si	7.796	1.931	6.171	0.004	-0.003	-0.002
Si	7.644	5.834	6.095	-0.008	0.008	-0.002
Si	7.735	9.661	6.167	0.006	-0.002	-0.004
Si	7.646	-1.877	6.184	-0.005	0.008	0
Si	-3.862	1.95	6.305	-0.001	-0.001	-0.006
Si	-3.861	5.77	5.994	0.002	0.001	0.002
Si	-3.865	9.644	6.125	-0.004	0	0.001
Si	-3.875	-1.878	6.058	-0.001	0.008	-0.025
Si	0.06	-0.159	7.584	-0.003	-0.002	0.002
Si	0.031	3.923	7.564	0.004	0.005	-0.004
Si	-0.001	7.625	7.385	0.004	0.006	-0.003
Si	0.044	-3.873	7.442	-0.018	-0.003	-0.006
Si	3.881	0.013	7.701	-0.005	-0.001	-0.006
Si	3.817	3.859	7.478	-0.006	-0.011	-0.006
Si	3.894	7.724	7.46	-0.007	0.004	-0.01
Si	3.895	-3.81	7.518	0.005	-0.001	-0.011
Si	7.64	0.048	7.625	0.008	-0.001	-0.008
Si	7.765	3.92	7.457	0.006	0	-0.004
Si	7.645	7.717	7.546	-0.016	0.002	-0.011
Si	7.711	-3.847	7.497	-0.005	0	0.004
Si	-3.863	-0.065	7.601	0.003	0.005	0
Si	-3.854	4.007	7.561	0.007	0.011	0.003
Si	-3.843	7.642	7.399	0.005	-0.005	-0.008
Si	-3.875	-3.821	7.358	0.001	-0.019	-0.003
Si	1.966	-0.872	8.863	-0.003	-0.014	-0.005
Si	1.952	4.286	8.935	-0.004	-0.023	0.012
Si	1.943	7.43	8.704	-0.002	0.031	-0.003
Si	1.949	-3.36	8.746	0.01	0.016	-0.008
Si	5.77	0.917	8.958	0.01	-0.005	0.019
Si	5.793	3.367	8.629	-0.004	-0.004	-0.01
Si	5.699	8.116	8.949	0	-0.023	0.011
Si	5.817	-4.125	8.881	0.006	0.021	0.007
Si	-5.862	-0.431	8.853	-0.003	0.021	0.011
Si	-5.837	4.697	8.721	0.006	-0.005	-0.017
Si	-5.804	7.167	8.6	0	-0.003	-0.016
Si	-5.77	-3.576	8.719	0	-0.039	0.008
Si	-1.894	-0.559	8.868	-0.008	0.023	0.01
Si	-1.88	4.609	8.77	-0.008	-0.002	-0.001
Si	-1.901	7.101	8.659	0.007	-0.001	-0.011
Si	-1.951	-3.674	8.667	0	-0.044	0.001
Si	-4.222	-0.686	31.424	-0.009	-0.009	0.011
Si	-4.222	3.181	31.424	-0.06	0.002	0.022
Si	-4.222	7.048	31.424	0.024	0.135	-0.038
Si	-4.222	-4.553	31.424	-0.069	-0.029	-0.018
Si	-0.355	-0.686	31.424	0.03	0.13	0.101
Si	-0.355	3.181	31.424	-0.002	-0.098	0.058
Si	-0.355	7.048	31.424	0.042	0.071	-0.012
Si	-0.355	-4.553	31.424	-0.046	-0.103	-0.005
Si	-11.956	-0.686	31.424	-0.01	0.014	0.002
Si	-11.956	3.181	31.424	0.039	-0.074	-0.025
Si	3.512	7.048	31.424	-0.043	0.174	-0.038
Si	-11.956	-4.553	31.424	0.028	-0.129	-0.032
Si	-8.089	-0.686	31.424	-0.023	0.066	0.054
Si	-8.089	3.181	31.424	0.002	-0.026	-0.028
Si	-8.089	7.048	31.424	0.07	0.001	-0.042
Si	-8.089	-4.553	31.424	0.022	-0.063	-0.053
Si	-4.222	1.248	32.791	0.019	-0.012	0
Si	-4.222	5.115	32.791	-0.042	-0.041	-0.009
Si	-4.222	-6.487	32.791	0.036	0	0.013
Si	-4.222	-2.619	32.791	-0.058	0.023	0
Si	-0.355	1.248	32.791	0	-0.016	0.027
Si	-0.355	5.115	32.791	-0.009	-0.028	-0.019
Si	-0.355	-6.487	32.791	-0.008	0.022	0.023
Si	-0.355	-2.619	32.791	0.022	0.017	-0.017
Si	-11.956	1.248	32.791	-0.005	-0.003	0.013
Si	3.512	5.115	32.791	-0.024	-0.037	-0.021
Si	-11.956	-6.487	32.791	0.026	-0.004	0.029
Si	3.512	-2.619	32.791	-0.003	0.037	-0.01
Si	-8.089	1.248	32.791	-0.026	-0.011	0.026
Si	-8.089	5.115	32.791	0.063	-0.003	-0.01
Si	-8.089	-6.487	32.791	-0.042	0.034	0.016
Si	-8.089	-2.619	32.791	0.046	-0.005	-0.014
Si	0	1.934	0.686	0.074	0.011	-0.045
Si	0	5.801	0.686	-0.027	0.019	0.017
Si	0	-5.801	0.686	0.05	-0.014	-0.02
Si	0	-1.934	0.686	-0.047	-0.004	0.008
Si	3.867	1.934	0.686	0.008	0.015	-0.051
Si	3.867	5.801	0.686	0.012	0.02	0.019
Si	3.867	-5.801	0.686	-0.008	-0.017	-0.029
Si	3.867	-1.934	0.686	0.007	-0.02	0.017
Si	7.734	1.934	0.686	-0.009	0.009	-0.05
Si	7.734	5.801	0.686	-0.023	0.023	0.024
Si	7.734	-5.801	0.686	-0.004	0.003	-0.027
Si	7.734	-1.934	0.686	-0.006	-0.018	0.022
Si	-3.867	1.934	0.686	-0.066	-0.001	-0.035
Si	11.602	5.801	0.686	0.039	0.033	0.006
Si	-3.867	-5.801	0.686	-0.043	-0.007	-0.006
Si	11.602	-1.934	0.686	0.036	-0.022	-0.002
Si	0	0	2.053	-0.028	0.06	-0.033
Si	0	3.867	2.053	0.04	-0.158	-0.044
Si	0	7.734	2.053	0.055	0.044	-0.147
Si	0	-3.867	2.053	0.084	0.047	-0.014
Si	3.867	0	2.053	-0.005	0.144	0.008
Si	3.867	3.867	2.053	-0.001	-0.243	-0.089
Si	3.867	7.734	2.053	0.018	0.112	-0.205
Si	3.867	-3.867	2.053	0.022	-0.054	-0.067
Si	7.734	0	2.053	-0.005	0.19	0.003
Si	7.734	3.867	2.053	-0.02	-0.226	-0.004
Si	7.734	7.734	2.053	-0.07	0.077	-0.146
Si	7.734	-3.867	2.053	0.012	-0.025	-0.013
Si	-3.867	0	2.053	0.029	0.07	0.02
Si	-3.867	3.867	2.053	-0.025	-0.126	0.046
Si	11.602	7.734	2.053	0.001	0.022	-0.091
Si	-3.867	-3.867	2.053	-0.128	0.001	0.025
Si	-11.405	3.965	18.365	0.007	0	-0.002
Si	2.417	3.115	11.878	-0.009	0.002	-0.007
Si	1.593	-5.66	10.851	-0.007	-0.014	0
Si	-3.864	1.998	15.653	0.001	-0.005	-0.005
Si	5.468	4.07	11.645	-0.011	0.009	-0.007
Si	5.381	7.117	12.034	-0.001	0.003	-0.023
Si	3.593	-1.975	13.627	-0.002	-0.002	-0.013
Si	2.997	8.66	13.373	-0.006	0.003	-0.02
Si	9.315	0.78	11.767	0.008	0.004	-0.018
Si	-6.429	3.311	17.072	-0.001	0.002	-0.001
Si	-9.396	5.895	19.013	-0.002	-0.002	-0.002
Si	5.846	-3.333	11.904	0.006	0	-0.02
Si	-2.156	3.651	10.918	-0.001	-0.004	-0.001
Si	-3.407	5.6	12.843	0.004	-0.006	-0.015
Si	-3.717	8.686	12.701	-0.003	0.011	-0.015
Si	-3.837	-0.194	13.486	0.006	0	-0.012
Si	6.988	9.557	12.518	-0.003	0.001	-0.022
Si	-2.088	4.301	15.045	0.002	-0.006	-0.013
Si	-1.546	9.432	10.769	0.003	-0.003	-0.012
Si	-1.357	0.824	11.723	-0.002	0.001	-0.007
Si	1.47	0.42	18.662	0.001	-0.001	-0.002
Si	-3.647	0.826	18.28	-0.003	0.002	0
Si	-1.504	8.155	16.778	0.002	0.005	-0.004
Si	3.868	-4.592	15.323	0.005	-0.001	-0.005
Si	-9.116	-0.007	19.78	0.009	0.004	0.01
Si	4.824	0.52	14.823	0.001	0.007	-0.004
Si	-5.348	2.69	19.94	-0.001	-0.008	0.008
Si	9.499	9.43	10.778	-0.007	0.012	-0.001
Si	-5.08	3.576	11.492	0.002	-0.004	-0.005
Si	0.93	4.188	14.439	0.001	-0.002	-0.013
Si	8.09	-3.606	13.909	-0.003	-0.004	-0.014
Si	6.347	1.273	12.087	0.007	-0.001	-0.006
Si	-6.579	6.146	18.028	0	0.005	-0.005
Si	-8.201	0.901	16.873	-0.002	0.002	-0.004
Si	1.668	0.023	11.987	0.003	0.007	-0.007
Si	-4.565	-2.762	14.765	0.004	-0.002	-0.004
Si	-7.749	-2.693	19.097	0.001	0.001	-0.001
Si	2.524	2.193	16.243	-0.004	0.002	-0.007
Si	-0.734	-3.016	20.636	0	0.002	0.007
Si	1.05	7.201	15.442	-0.001	-0.005	-0.009
Si	-2.584	7.506	21.59	0.01	-0.009	0.014
Si	-2.425	1.049	22.61	-0.014	0.01	0.002
Si	-0.075	6.184	20.09	0.002	0.005	0.01
Si	-8.631	-4.135	16.546	-0.003	-0.002	-0.002
Si	3.058	-5.014	18.248	-0.001	-0.003	0.001
Si	-1.336	0.02	19.957	-0.006	0.005	0.012
Si	-4.282	5.447	19.98	-0.003	0.001	0.005
Si	-5.928	-1.075	17.134	0.003	-0.001	0.002
Si	-6.603	-6.454	22.74	-0.007	0	0.017
Si	-5.641	1.302	22.522	0.003	0	0.006
Si	-6.447	-6.262	17.297	0.001	-0.004	0
Si	-5.995	-4.998	20.184	-0.005	-0.007	0.006
Si	1.444	-2.705	22.512	0.01	-0.002	0.009
Si	1.024	8.246	18.274	0	0.003	-0.003
Si	-3.818	-5.663	15.568	-0.003	-0.003	-0.004
Si	1.889	-2.558	19.543	0.004	-0.001	0.009
Si	-1.995	5.414	17.945	-0.003	-0.001	0
Si	-11.569	1.4	20.066	0.001	0	0.013
Si	-11.699	5.846	20.501	0.001	0.001	0.009
Si	1.595	5.155	22.442	-0.004	0.001	0.005
Si	-10.627	8.434	19.718	0.006	0.009	0.013
Si	-3.105	-4.794	21.389	-0.003	-0.002	0
Si	-9.94	1.202	22.393	0.003	-0.002	0.006
Si	-9.712	8.972	22.649	0.005	0.005	0.011
O	-8.865	0.824	21.192	-0.002	-0.001	-0.004
O	-10.082	4.854	17.928	-0.002	-0.001	0.006
O	1.902	3.408	10.342	0.003	0	0.001
O	1.973	5.898	9.365	0.001	0.004	0.012
O	1.96	-4.204	10.196	0.002	-0.001	0.019
O	5.673	4.234	10.042	-0.002	0.006	0.013
O	5.719	0.77	10.641	-0.002	-0.001	-0.005
O	5.497	7.368	10.413	0.002	0.004	-0.004
O	-9.834	-6.451	21.027	-0.002	-0.003	-0.007
O	5.695	-5.73	9.276	0.007	0	0.014
O	5.951	-3.204	10.269	-0.001	0	0.002
O	9.483	0.574	10.157	0	0.001	0.01
O	9.645	-2.028	9.349	-0.004	0.01	0.01
O	4.585	-2.428	12.396	-0.004	0.003	0.01
O	-5.108	-0.242	12.466	-0.005	0.003	0.006
O	-5.704	8.009	10.032	0.003	-0.001	0.023
O	-1.836	0.285	10.268	0.002	-0.003	-0.003
O	-6.521	4.944	16.902	0.001	0.001	0.01
O	-1.766	7.967	10.076	-0.001	0.008	0.017
O	-1.932	-2.155	9.338	0.005	0.017	0.012
O	1.942	-0.43	10.453	-0.001	0.01	0.027
O	1.049	7.218	19.535	-0.001	-0.004	0.005
O	-1.255	7.068	20.771	-0.002	0.002	-0.001
O	1.814	1.065	17.199	-0.001	-0.002	0.009
O	-5.892	-5.667	18.709	0	-0.001	-0.003
O	-1.885	4.442	16.651	0	0.003	0.009
O	-2.37	6.911	17.398	0	-0.005	0.007
O	3.904	7.509	12.632	-0.002	0.002	0.016
O	-1.11	-1.443	20.593	0	-0.007	0.003
O	-5.152	2.828	16.192	0	-0.002	0.007
O	-9.536	2.501	23.294	0.005	0.004	-0.002
O	-10.949	2.703	19.299	0	0.003	0
O	-6.097	1.687	20.995	-0.001	0.004	-0.001
O	-2.934	2.948	14.729	0.001	0.003	0.01
O	-2.109	-0.393	23.307	0.003	0.007	-0.027
O	-2.374	9.423	12.16	-0.009	-0.002	0.016
O	3.118	4.993	19.242	-0.003	-0.002	0.001
O	5.685	-4.939	12.241	-0.001	-0.001	0.011
O	1.686	7.577	16.916	0.002	0.002	0.005
O	-0.066	-3.222	22.123	-0.004	0	-0.001
O	-0.677	4.136	14.282	-0.004	0.002	0.013
O	-3.109	4.89	18.995	0.002	0.004	-0.001
O	-8.167	-6.472	23.137	-0.006	-0.002	0.001
O	1.3	5.614	15.145	0.001	0.002	0.005
O	-3.998	1.979	19.372	0.005	-0.003	0.001
O	1.513	1.223	24.154	0.001	-0.003	-0.01
O	4.339	-1.032	14.73	0.001	0.001	0.005
O	1.472	3.76	23.266	-0.001	-0.01	0.008
O	-10.382	-5.168	23.316	-0.002	0.009	0.002
O	-1.991	-4.022	20.462	-0.001	0.001	0.006
O	2.262	-2.363	21.134	-0.005	0	0
O	-4.306	0.726	14.749	0	0.007	0.016
O	-1.935	2.345	23.472	0	0.003	0.002
O	-2.518	-6.088	16.457	-0.005	-0.001	-0.003
O	-9.712	7.487	18.737	0.001	-0.002	0.003
O	-3.761	8.818	14.296	-0.002	0.007	0.011
O	-5.902	-5.183	23.469	0.009	0.005	-0.011
O	-6.165	-2.595	24.071	0.007	-0.012	-0.017
O	-2.862	-4.307	22.942	-0.002	-0.01	-0.004
O	-11.369	1.559	21.677	-0.002	0.001	-0.004
O	1.3	6.451	23.373	-0.001	0.006	0.004
O	-6.446	-6.246	21.142	0.005	0.008	-0.005
O	-8.754	-3.342	17.971	-0.001	-0.001	0.002
O	-10.116	-0.108	23.334	0.002	-0.009	0.008
O	-6.145	2.519	23.463	0.001	0.003	-0.002
O	-2.949	-6.413	21.247	-0.002	0.009	0.004
O	-2.925	5.561	14.407	0.002	0.001	0.009
O	-2.327	7.443	23.198	-0.006	0.002	-0.001
O	-6.754	7.6	17.318	0.002	0	0.009
O	3.567	1.482	15.214	0.003	-0.004	0.006
O	1.43	-1.329	23.372	-0.002	0.009	0.005
O	3.007	-3.522	18.882	-0.001	0	0.001
O	5.375	-4.354	15.882	-0.002	-0.002	0.005
O	2.381	-5.793	12.259	0.004	-0.003	0.012
O	-8.581	-1.547	19.92	-0.002	-0.003	0.002
O	-9.996	5.056	24.081	-0.005	0.019	-0.019
O	2.332	-1.114	12.988	0.004	-0.002	0.008
O	3.226	-3.339	14.469	-0.001	0	0.008
O	-7.801	5.746	19.032	-0.001	-0.001	0.005
O	0.001	-5.751	11.132	0.002	0.001	0.002
O	3.121	5.319	21.881	0	0	0.001
O	-5.618	-4.712	9.905	0	0.006	-0.006
O	-1.191	2.458	11.535	0.002	0.001	0.008
O	-6.487	-2.04	18.314	0.001	0.001	0.001
O	-6.114	5.095	24.119	0.004	0.002	-0.014
O	-0.587	5.366	18.769	-0.009	-0.002	-0.002
O	9.656	-3.187	13.783	0.002	0.001	0.008
O	-11.072	-5.773	18.793	-0.002	0.003	0.001
O	-3.709	7.104	12.342	0	-0.001	0.01
O	-2.105	-4.827	9.833	0	0.004	-0.001
O	-2.191	4.973	24.12	0.002	-0.009	-0.01
O	-11.84	7.473	20.285	0	-0.001	-0.003
O	7.639	-3.224	15.437	0	-0.001	0.01
O	7.857	-5.234	13.73	0.003	0.003	0.011
O	2.075	-3.937	23.37	-0.001	-0.001	0
O	-5.108	-2.008	16.099	-0.002	0.003	0.006
O	3.906	9.537	14.398	0.003	0.005	0.012
O	2.318	1.246	19.782	-0.004	0	0.001
O	-4.572	-4.404	20.752	0.004	0	0.005
O	-2.204	4.945	11.935	-0.001	0.001	0.011
O	-2.998	1.485	16.938	0.001	-0.002	0.005
O	-10.747	0.064	19.552	-0.003	-0.001	0.003
O	-10.073	5.533	20.475	0.003	-0.001	0.008
O	-10.131	-2.633	24.133	-0.002	0	-0.007
O	2.947	-4.88	16.632	0.003	0	0.005
O	-7.833	-5.533	16.831	-0.001	0.004	0.003
O	9.632	2.325	12.183	-0.002	-0.002	0.003
O	-0.094	0.582	19.065	0.004	0	0.001
O	-5.289	6.254	18.998	0.002	-0.003	0.007
O	-3.772	6.473	21.136	0.002	0	-0.002
O	1.376	2.934	15.374	0.004	-0.003	0.008
O	-4.956	4.116	20.66	0.003	0.005	0.003
O	9.472	4.209	10.304	-0.011	-0.003	0.027
O	-5.96	7.607	23.251	0.004	-0.006	-0.007
O	-3.679	3.01	10.853	0.006	-0.008	0.002
O	-4.03	1.183	22.467	0.007	-0.001	0.009
O	-7.134	-3.808	20.135	0.002	0.001	0.002
O	7.785	0.516	12.26	-0.006	0.004	0.011
O	1.606	-6.483	24.158	0.003	-0.011	-0.017
O	-2.491	0.423	12.819	-0.002	-0.001	0.012
O	-3.702	-4.082	15.179	0	-0.002	0.005
O	0.049	0.152	12.224	0.005	0	0.006
O	-1.661	1.066	21.17	0.005	-0.004	-0.008
O	1.58	4.018	12.951	0.006	-0.005	0.005
O	1.884	-1.158	18.707	-0.001	0.006	0.001
O	-2.588	-0.184	18.948	0	0	0
O	-9.551	0.654	16.013	0.001	0.001	0.004
O	1.767	7.997	14.218	0.001	-0.003	0.011
O	-4.981	0.011	17.876	0	-0.001	0.002
O	7.927	9.531	11.182	0.006	-0.004	0.007
O	1.801	-5.894	18.757	0.003	0	0.002
O	5.705	5.538	12.325	0	-0.003	0.013
O	5.392	0.881	13.339	-0.001	-0.001	0.009
O	-8.42	0.703	18.485	0	0	-0.001
O	-4.765	4.71	12.622	-0.003	0	0.008
O	-7.721	2.442	16.567	0	-0.001	0.008
O	3.289	3.372	17.077	0	-0.001	0.007
O	-6.31	2.991	18.669	-0.002	0.002	-0.001
O	-0.555	7.613	15.526	0.001	-0.001	0.007
O	7.207	-2.86	12.725	-0.001	-0.001	0.01
O	3.973	3.551	12.005	0.01	-0.003	0.006
O	-10.329	7.581	23.248	-0.002	-0.008	-0.004
O	2.307	1.515	12.213	0	-0.005	0.003
O	-6.241	-0.099	23.131	0.003	-0.005	0.003
O	-0.506	8.7	17.944	0	-0.001	0.003
O	-7.105	-0.218	16.387	-0.001	-0.001	0.009
O	-5.03	9.425	12.096	0.014	-0.007	0.014
O	-5.256	-5.932	16.254	0.01	0	0.003
O	-3.576	-1.733	13.967	0.001	-0.002	0.007
O	0.548	5.156	21.189	-0.002	0.004	-0.005
O	2.027	8.561	9.898	-0.001	-0.002	0.007
O	6.52	2.912	12.138	-0.004	0.001	0.007
O	0.401	-3.265	19.478	-0.002	-0.001	0.004
O	6.485	8.042	12.827	0.002	-0.003	0.015

Results
free energy: -270674.427 eV
free energy less fixed offsets of O -568.88, Si -635.61 eV per atom: -11.227 eV

The program warned: the cutoff lies below the one the program advises for these potential files; the forces do not sum to zero within the program's tolerance; the exchange-correlation potential is rough where the density is thin.
